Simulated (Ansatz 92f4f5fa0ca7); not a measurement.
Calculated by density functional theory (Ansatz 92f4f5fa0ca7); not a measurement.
Periodic cell of 227 atoms, Si134O92H1, from a study of silicon, its oxide and their interface. The atomic structure is a simulated model.
Doubt: the cutoff is far below the 930 eV that the study's wrapper takes by default for these files, so forces and energies are approximate.

Settings: functional PBE; potential files Ansatz PAW; basis plane waves; wave-function cutoff 580 eV; density cutoff ratio 5; exchange-correlation grid ratio 1; k mesh 1 x 1 x 1, Gamma-centred; self-consistency stop 5e-08 eV per atom in the density residual; occupations fixed; spin none; net charge -1 e, with a uniform compensating background and no finite-size correction.

Cell vectors (angstrom)
a, 10.938, 0, 0
b, 0, 10.938, 0
c, 0, 0, 32.3501

Atoms and the computed forces on them: element, x, y, z (angstrom), force x, y, z (eV/angstrom)
Si, 0.2253, -0.3584, 24.9842, 0.0042, 0.0011, -0.0012
Si, 5.5079, -0.3193, 24.8123, 0.0001, -0.0007, 0.0064
Si, 2.5753, 2.8984, 24.8561, -0.0046, 0.0065, 0.0006
Si, 7.9941, 3.1175, 24.6996, 0.0055, -0.0138, 0.0026
Si, 0.1742, 5.0197, 24.8184, -0.0047, -0.0157, -0.0103
Si, 5.6617, 5.3075, 24.9546, -0.005, 0.0118, -0.0025
Si, 2.4444, 8.2548, 25.0738, -0.0043, -0.0033, 0.0012
Si, 7.8474, 8.4424, 24.78, -0.0006, 0.0061, -0.0144
Si, 1.3884, 1.3186, 26.1798, 0.001, -0.0002, 0.0002
Si, 6.8107, 1.3647, 25.9503, 0.0011, -0.0018, -0.0026
Si, 4.0768, 4.1024, 26.2095, -0.0089, 0.0037, 0.0018
Si, 9.5406, 4.0179, 26.2439, 0.008, -0.0004, 0.0028
Si, 1.2007, 6.7003, 26.2226, 0.007, 0.0095, 0.0052
Si, 6.8573, 6.8484, 26.2311, -0.007, -0.0055, 0.0054
Si, 4.0823, 9.4683, 26.2795, 0.0036, 0.002, -0.0024
Si, 9.465, 9.5244, 26.1803, 0.0042, -0.0029, 0.0061
Si, 2.757, -0.0092, 27.5823, -0.0015, 0.0002, -0.0012
Si, 8.1596, 0.0531, 27.4969, -0.0038, 0.0015, 0.0013
Si, 0.0166, 2.6772, 27.5722, -0.001, 0.004, -0.0018
Si, 5.4917, 2.7054, 27.5001, 0.0019, -0.0035, 0.0042
Si, 2.712, 5.4697, 27.5733, 0.0004, -0.0053, -0.0012
Si, 8.2378, 5.4769, 27.5773, 0.0011, 0.0023, 0.0009
Si, -0.0703, 8.1802, 27.565, -0.0022, 0.0014, -0.0013
Si, 5.4861, 8.167, 27.6152, 0.0019, 0.0002, -0.0003
Si, 4.1018, 1.3673, 28.9319, 0.27, 0.0386, -0.0698
Si, 9.5708, 1.3673, 28.9319, -0.1785, -0.1858, -0.0401
Si, 1.3673, 4.1018, 28.9319, -0.0279, -0.1721, 0.05
Si, 6.8362, 4.1018, 28.9319, 0.022, -0.1034, -0.2997
Si, 4.1018, 6.8362, 28.9319, -0.1684, -0.1545, 0.239
Si, 9.5708, 6.8362, 28.9319, -0.0938, -0.0227, 0.5049
Si, 1.3673, 9.5708, 28.9319, -0.1643, -0.1278, -0.182
Si, 6.8362, 9.5708, 28.9319, 0.0754, 0.2933, -0.0957
Si, 0, 0, 30.2991, -0.1232, -0.0932, -0.0315
Si, 5.469, 0, 30.2991, -0.0091, 0.0077, -0.0181
Si, 2.7345, 2.7345, 30.2991, -0.0011, 0.0413, -0.0405
Si, 8.2035, 2.7345, 30.2991, 0.0166, 0.0009, -0.0421
Si, 0, 5.469, 30.2991, -0.0213, 0.005, -0.0104
Si, 5.469, 5.469, 30.2991, -0.116, -0.0744, -0.0322
Si, 2.7345, 8.2035, 30.2991, -0.0133, -0.049, -0.0234
Si, 8.2035, 8.2035, 30.2991, 0.0605, 0.0007, -0.0155
Si, 1.3673, 1.3673, 31.6664, 0.0438, -0.0031, -0.0007
Si, 6.8362, 1.3673, 31.6664, 0.0138, 0.0012, 0.0058
Si, 4.1018, 4.1018, 31.6664, 0.0114, -0.0238, 0.03
Si, 9.5708, 4.1018, 31.6664, -0.0037, -0.0028, 0.0124
Si, 1.3673, 6.8362, 31.6664, 0.0088, -0.0159, 0.0138
Si, 6.8362, 6.8362, 31.6664, -0.0177, 0.045, 0.0021
Si, 4.1018, 9.5708, 31.6664, -0.0079, 0.0384, 0.0088
Si, 9.5708, 9.5708, 31.6664, 0.0254, -0.0298, 0.0349
Si, 2.7345, 0, 0.6835, 0.0078, -0.0279, -0.0059
Si, 8.2035, 0, 0.6835, -0.0558, 0.0606, -0.0329
Si, 0, 2.7345, 0.6835, -0.0116, 0.002, -0.0073
Si, 5.469, 2.7345, 0.6835, 0.025, -0.0473, -0.0235
Si, 2.7345, 5.469, 0.6835, -0.0139, 0.0249, -0.0242
Si, 8.2035, 5.469, 0.6835, 0.0066, -0.0037, -0.0138
Si, 0, 8.2035, 0.6835, 0.0001, -0.0073, -0.0187
Si, 5.469, 8.2035, 0.6835, -0.0432, -0.0148, -0.0048
Si, 4.1018, 1.3673, 2.0507, 0.0114, 0.0847, 0.0113
Si, 9.5708, 1.3673, 2.0507, 0.0007, -0.0321, 0.0464
Si, 1.3673, 4.1018, 2.0507, 0.0985, 0.0247, 0.0428
Si, 6.8362, 4.1018, 2.0507, -0.0078, 0.0078, 0.0274
Si, 4.1018, 6.8362, 2.0507, 0.0171, -0.0356, 0.0458
Si, 9.5708, 6.8362, 2.0507, 0.0175, 0.0361, 0.0461
Si, 1.3673, 9.5708, 2.0507, -0.0356, -0.0072, 0.032
Si, 6.8362, 9.5708, 2.0507, 0.1025, 0.0673, 0.0293
Si, 0, 0, 3.418, -0.1613, -0.3013, -0.1029
Si, 5.469, 0, 3.418, 0.0194, -0.0412, 0.0726
Si, 2.7345, 2.7345, 3.418, 0.2685, 0.1174, -0.4323
Si, 8.2035, 2.7345, 3.418, 0.0808, 0.1918, -0.0064
Si, 0, 5.469, 3.418, 0.0909, 0.2503, 0.193
Si, 5.469, 5.469, 3.418, 0.0252, 0.1218, -0.1165
Si, 2.7345, 8.2035, 3.418, -0.2123, -0.1054, 0.2317
Si, 8.2035, 8.2035, 3.418, 0.1526, 0.2257, 0.0068
Si, 1.382, 1.3668, 4.7022, 0.0033, 0.0006, -0.0028
Si, 6.8534, 1.3757, 4.7755, -0.0038, -0.0012, -0.0033
Si, 4.0974, 4.1203, 4.7682, -0.0018, -0.0014, -0.0019
Si, 9.5655, 4.1436, 4.7937, -0.0005, -0.0003, 0.0002
Si, 1.3462, 6.8567, 4.8676, -0.0014, 0.0006, -0.0014
Si, 6.8251, 6.8776, 4.7678, 0.002, -0.0003, 0.002
Si, 4.097, 9.5614, 4.7876, -0.0021, 0.0028, -0.0011
Si, 9.5976, 9.5483, 4.8435, -0.0015, -0.0015, 0
Si, 2.7363, 0.038, 6.0859, -0.0006, -0.0004, 0.0008
Si, 8.2331, 0.0604, 6.1634, 0.0041, -0.0003, 0.004
Si, 0.078, 2.7683, 6.0435, -0.0018, 0.0003, -0.0019
Si, 5.5487, 2.8097, 6.1067, 0.0018, 0.0031, 0.0043
Si, 2.7429, 5.4703, 6.1952, 0.0027, -0.0004, 0.0018
Si, 8.2768, 5.6215, 6.1519, -0.0053, -0.0021, -0.0008
Si, 0.0372, 8.224, 6.373, -0.0026, 0.0016, 0.0037
Si, 5.448, 8.2127, 6.1838, 0.0031, -0.0008, -0.0054
Si, 3.9236, 1.6411, 7.3041, -0.0051, 0.0029, 0.0044
Si, 9.9125, 1.2319, 7.3736, -0.0011, -0.001, 0.0008
Si, 1.6326, 3.8117, 7.4738, 0.0004, 0.0012, 0.0056
Si, 6.7154, 4.4435, 7.3812, -0.0036, 0.0068, -0.0019
Si, 4.3666, 6.5579, 7.5113, 0.0005, -0.0082, 0.0092
Si, 9.2593, 7.1768, 7.7275, -0.0029, 0.0079, 0.0021
Si, 1.2104, 9.9412, 7.5611, 0.0007, -0.0012, -0.0005
Si, 7.0053, 9.4498, 7.44, 0.0056, -0.0076, 0.0074
O, 5.5222, 5.4481, 7.9185, 0.0005, -0.0029, -0.0045
O, 0.0204, 0.0875, 7.9469, 0.0016, -0.0023, -0.0039
O, 2.807, 2.7196, 7.8498, 0.0035, -0.0028, -0.0035
O, 8.1478, 8.3714, 7.9074, 0.0019, 0.0022, -0.0031
O, 1.3938, 9.4517, 24.6628, -0.0007, 0.0021, -0.0014
O, 6.744, 4.1673, 24.4754, 0.0023, 0.004, -0.0017
O, 6.6767, 9.5367, 24.3272, 0.0013, 0.0023, 0.0011
O, 1.4206, 3.9997, 24.4423, 0.0028, -0.0051, 0
O, 6.3475, 10.0277, 8.8437, -0.0007, 0.0017, -0.0014
O, 0.9963, 4.1853, 8.9564, 0, 0, -0.0072
O, 1.9514, 9.5698, 8.9889, -0.0024, 0.0002, -0.0012
O, 7.5753, 4.0498, 8.7386, -0.0027, 0.0033, 0.0009
O, 9.478, 6.7266, 9.3327, 0.0029, -0.0002, -0.0053
O, 4.5281, 0.9666, 8.6653, 0.0029, -0.0001, 0.0004
O, 3.7486, 7.0382, 8.9585, 0.0033, 0.0005, -0.0063
O, 9.5275, 2.1488, 8.6882, 0.0036, 0.0002, 0.0003
O, 4.5847, 0.0898, 23.5005, 0.0025, -0.0016, -0.0045
O, 8.7703, 3.1568, 23.2112, 0.0011, 0.0013, -0.0059
O, 10.3987, 5.2646, 23.3485, 0.0021, 0.0009, 0.0023
O, 5.1806, 6.0784, 23.5791, 0.0024, -0.0027, 0.0001
O, 8.4278, 7.8031, 23.3819, -0.0006, 0.003, 0.0075
O, 3.2797, 2.363, 23.4567, 0.0003, 0.0035, -0.0012
O, 2.9112, 7.456, 23.7216, 0.0003, 0.0018, -0.0026
O, 10.6013, 0.0549, 23.4863, -0.0002, -0.0006, -0.0054
Si, -0.4247, 9.134, 12.4067, -0.0003, 0.0009, -0.0084
Si, 9.107, 2.6767, 14.8192, 0.0003, -0.0009, -0.0125
Si, 4.1455, 12.072, 14.3916, -0.0025, -0.0015, -0.0149
Si, -0.0042, 11.5999, 13.6946, 0.0025, 0.0002, -0.015
Si, 10.3717, 4.8223, 16.7308, -0.0039, -0.0002, -0.0066
Si, 2.1997, 4.7841, 15.0339, 0, 0.0017, -0.0152
Si, 11.1156, 3.7557, 19.6406, 0.0122, -0.0011, -0.0029
Si, 3.5012, 0.9642, 22.624, 0.0027, -0.0002, 0.0041
Si, 2.0778, 9.4989, 10.6145, -0.0031, 0.0013, -0.0022
Si, 0.1902, -3.0047, 20.7795, 0.0069, 0.0034, 0.006
Si, 7.475, 2.5753, 19.9191, 0.0003, -0.004, -0.0108
Si, 8.2013, 2.7171, 9.4273, 0.0042, 0.0047, 0.002
Si, 4.6397, -0.4139, 11.835, 0.0016, -0.0013, -0.0094
Si, 8.738, 6.966, 10.8005, -0.0044, 0.0008, -0.0017
Si, 1.3762, 4.2806, 10.5416, 0.0014, -0.0075, -0.0027
Si, 5.0669, 11.4018, 20.0203, 0.0043, -0.0032, 0.0043
Si, 11.474, -0.2471, 22.1241, -0.0076, 0.0003, -0.0005
Si, 3.4075, 6.7578, 10.5347, 0.003, -0.0009, -0.0041
Si, 9.3819, 4.427, 22.3289, 0.0089, 0.0082, 0.0172
Si, 3.5383, 7.485, 15.5092, 0.0058, -0.0066, -0.0138
Si, 4.83, 3.3599, 16.0402, 0.0007, -0.0029, -0.0096
Si, 9.3679, 4.1188, 11.9033, 0.0017, -0.0014, -0.008
Si, -0.7203, 0.9857, 19.4608, 0.001, 0.0039, 0.0175
Si, 15.7264, 0.7769, 17.166, -0.0011, -0.0017, -0.0018
Si, 6.4826, 4.8499, 17.8926, -0.0019, -0.0037, 0.0057
Si, 0.9591, -1.7584, 14.9691, -0.0058, 0.0027, -0.0173
Si, 12.8154, 2.6648, 12.7539, 0.0001, 0.0004, -0.0139
Si, 2.2013, 5.6871, 20.6446, 0.0037, -0.0031, 0.0079
Si, 15.1791, 6.6868, 18.5568, 0.0028, 0.0004, 0.0055
Si, 6.5225, -2.6052, 14.6171, 0.0003, 0.0001, -0.0145
Si, 5.5814, 8.4013, 20.6577, -0.0035, 0.007, 0.0063
Si, 8.373, 7.1234, 16.9403, 0.0081, 0.0003, -0.0044
Si, 5.9789, 7.6201, 11.699, 0.005, 0.0001, -0.0084
Si, 7.4697, 0.1869, 15.6249, -0.0042, 0.0011, -0.0128
Si, 8.2996, 7.1975, 21.8603, -0.0016, 0.0043, 0.0059
Si, 3.9695, 6.7411, 22.729, -0.0012, -0.0007, 0.006
Si, 5.8924, 0.5459, 9.4227, -0.0072, -0.0027, 0
Si, 9.7836, -1.2131, 17.2505, -0.0019, 0.0019, -0.0041
O, 9.5357, 7.7255, 20.9565, -0.0029, -0.001, -0.0042
O, 6.0057, 15.3931, 16.3389, 0.0059, 0.0029, 0.0029
O, 11.6171, -1.8296, 21.7891, -0.0007, 0.0039, -0.0115
O, 7.2586, 14.5876, 18.6166, 0.0015, 0.0135, -0.0035
O, 5.664, 10.0158, 20.6486, -0.0003, -0.0026, -0.007
O, 8.8447, -0.2719, 16.3204, 0.0076, -0.0019, 0.0085
O, 7.0931, 1.5767, 9.1809, 0.0009, -0.0037, 0.0027
O, 0.9605, -4.3748, 21.2126, -0.0054, 0.0084, -0.0071
O, 6.6861, -3.3506, 13.1663, -0.003, -0.0014, 0.0049
O, 12.6103, 4.2561, 20.0951, -0.0017, 0.0002, -0.0058
O, 0.5173, -2.6904, 19.2096, -0.1554, 0.0594, 0.0698
O, 0.6184, 9.6892, 11.2826, 0.0069, 0.0018, 0.0016
O, -1.4653, 8.1523, 11.6568, -0.0028, -0.0044, 0.0037
O, 1.7266, 4.0292, 13.6608, 0.0004, -0.003, 0.0051
O, 5.2538, 9.0581, 11.5609, 0, 0.0006, 0.0058
O, 3.2861, 5.5352, 21.8532, 0.0014, 0.0003, -0.0021
O, 7.1704, 7.3982, 10.6008, 0.0008, -0.0005, 0.0042
O, 4.3096, 0.109, 18.5787, 0.0028, 0.0006, -0.0003
O, -0.5588, 10.6774, 18.4213, -0.0013, 0.004, -0.0014
O, 2.0449, 0.2848, 22.4208, -0.0056, -0.0021, -0.0072
O, -1.076, 10.5375, 13.0148, 0.0021, -0.0024, 0.0069
O, 4.7363, -0.0152, 13.4031, -0.0001, -0.0008, 0.0056
O, 7.5142, 7.5545, 15.6287, -0.0067, 0.0018, 0.0007
O, 3.818, 0.4455, 15.8547, -0.0016, 0.0007, 0.0038
O, -2.2103, -5.3337, 11.7026, -0.0014, 0.0048, 0.0034
O, 4.7356, 13.3361, 17.3545, -0.0002, -0.0016, 0.0048
O, 2.2509, 3.0585, 11.2095, -0.0023, 0.0043, 0.004
O, 2.6195, 8.0535, 11.0945, 0.0009, -0.0001, 0.0051
O, 9.1412, 3.5871, 13.4378, 0.0006, 0.0027, 0.0021
O, 5.1203, -3.0245, 19.1682, 0.001, -0.0003, -0.0018
O, 9.6777, 6.2699, 16.4692, 0.0004, -0.0025, 0.0056
O, 5.0905, 5.3005, 18.6549, -0.0011, 0.0012, -0.0034
O, 9.3764, 3.6755, 16.0873, 0.0015, 0.0024, 0.0066
O, -0.5851, 1.6323, 14.8462, -0.0003, -0.0021, 0.0063
O, 6.9809, -11.9582, 14.5953, -0.0009, 0, 0.0049
O, 2.4184, 8.6428, 15.3834, -0.0014, 0.0052, 0.0096
O, 6.302, 11.2443, 16.7581, 0.0011, 0.0015, 0.0033
O, 10.92, 4.3174, 11.403, 0.0043, 0, 0.0061
O, 14.7117, -3.8923, 17.0512, -0.0003, -0.0013, 0.0047
O, 5.6027, 0.6015, 11.013, 0.0024, -0.0008, -0.0027
O, 6.9805, 7.7324, 21.0968, 0.0072, -0.0036, -0.004
O, 7.7934, 1.675, 14.9463, 0.0011, 0.0014, 0.0068
O, 10.1593, 14.8494, 20.9766, -0.0152, 0.0014, 0.0026
O, 1.1605, 10.7092, 14.4147, 0.0007, 0.0033, 0.0078
O, 2.3436, 5.5635, 10.7276, 0.0007, 0.0005, 0.0067
O, 13.85, 6.2192, 14.6652, 0.0004, -0.0011, 0.0077
O, 11.8277, 4.9001, 15.9925, 0.0009, -0.0006, 0.0056
O, 0.2829, 8.3649, 13.6885, -0.0005, -0.0003, 0.0043
O, 4.4672, 7.9276, 21.7449, -0.0028, -0.0039, -0.0018
O, 10.9723, 9.1394, 16.2967, -0.0004, -0.0006, 0.0067
O, 0.5657, 12.6381, 12.5772, 0.0014, 0.0004, 0.0084
O, 8.5771, 3.0341, 10.9678, -0.0035, -0.0044, -0.0019
O, 10.648, 0.475, 20.9461, 0.0048, -0.0009, -0.0091
O, 10.5689, 4.6122, 18.3474, -0.0011, -0.0014, 0.0012
O, 8.7228, 1.5678, 19.3848, 0.0228, -0.0042, 0.0035
O, 2.8501, 6.5217, 19.3928, -0.0018, 0.001, -0.0047
O, 11.2665, -8.7266, 19.1424, -0.0097, -0.0058, 0.0052
O, 6.2227, 12.4395, 19.6769, -0.0205, -0.0128, 0.004
O, 14.2766, 3.9718, 15.8525, -0.0041, 0.004, 0.0054
O, 8.2682, 5.5612, 21.9172, 0.002, -0.0097, -0.0087
O, 4.7866, 6.5187, 11.4022, -0.003, 0.0003, 0.0035
O, 4.9416, 8.1093, 14.9791, 0.0019, 0.0017, 0.0075
O, -2.0717, 8.4563, 17.7538, 0.0004, -0.0003, 0.0023
O, 5.1402, 13.3532, 14.7193, 0.0047, 0.0004, 0.007
O, 3.1216, -0.3356, 11.2228, -0.0028, -0.0016, 0.0033
O, 7.4256, -4.7535, 17.8631, 0.0029, 0.0006, 0.0028
O, 4.0751, 1.1596, 21.1193, -0.0057, 0.004, 0.0053
O, 13.8809, 1.7542, 13.5283, -0.0028, 0.0017, 0.0074
H, 1.3527, -3.0762, 18.9033, 0.154, -0.0674, -0.0564

Results
free energy: -137517.875 eV
free energy less fixed offsets of H -15.97, O -568.88, Si -635.61 eV per atom: 6.795 eV

The program warned: the cutoff lies below the one the program advises for these potential files; the forces do not sum to zero within the program's tolerance; the exchange-correlation potential is rough where the density is thin.
